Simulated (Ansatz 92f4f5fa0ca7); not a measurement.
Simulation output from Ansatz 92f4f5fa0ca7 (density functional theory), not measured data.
Periodic cell of 264 atoms, Si152O112, from a study of silicon, its oxide and their interface. The atomic structure is a simulated model.
This geometry differs little from another in the collection (a relaxation step or a small displacement).

Settings: functional r2SCAN; potential files Ansatz PAW; basis plane waves; wave-function cutoff 800 eV; density cutoff ratio 5; exchange-correlation grid ratio 1; k mesh 1 x 1 x 1, shifted by 0.5 0.5 0 of a step; self-consistency stop 1e-10 eV per atom in the density residual; occupations fixed; spin none; net charge 0.

Cell vectors (angstrom)
a, 10.888, 0, 0
b, 0, 10.888, 0
c, 0, 0, 37.8908

Atoms and the computed forces on them: element, x, y, z (angstrom), force x, y, z (eV/angstrom)
Si, 0.2183, -0.2161, 0.1256, -0.0053, 0.004, -0.0236
Si, 3.0869, 2.4393, -0.0401, -0.0043, 0.0094, -0.0346
Si, -0.2985, 5.8278, 0.0367, 0.0079, -0.0019, -0.0313
Si, 2.3523, 8.3842, -0.0067, 0.0016, -0.0061, -0.0274
Si, 5.316, 0.2129, 0.0135, 0.0049, -0.0008, -0.0265
Si, 7.7412, 3.1033, 0.0552, 0.0027, -0.0041, -0.0328
Si, 5.537, 5.2401, 0.4222, -0.0089, 0.0039, -0.0205
Si, 8.293, 7.9572, 0.1449, -0.0048, 0.0036, -0.029
Si, 1.4334, 1.3736, 1.3102, 0.0009, -0.0007, 0.0017
Si, 4.0345, 3.9419, 1.5471, 0.0007, -0.0022, 0.0048
Si, 1.2958, 6.8484, 1.4146, -0.0014, 0.0004, 0.0052
Si, 4.0737, 9.4956, 1.2357, -0.0012, 0.0013, 0.0028
Si, 6.7837, 1.4078, 1.392, -0.0016, 0.0014, 0.0022
Si, 9.4926, 4.1294, 1.2695, -0.0012, 0.001, 0.0029
Si, 6.8041, 6.8196, 1.5348, 0.0011, 0.0009, 0.0045
Si, 9.5072, 9.5278, 1.4103, 0.0007, -0.0002, 0.0018
Si, 0.0003, 2.7453, 2.6157, 0.0003, 0.0007, -0.0014
Si, 2.7616, -0.0161, 2.699, -0.0005, 0.0001, -0.0007
Si, -0.0405, 8.1773, 2.8129, 0.0007, 0.0002, -0.0015
Si, 2.6642, 5.4341, 2.7278, -0.0012, 0.0013, -0.0017
Si, 5.4389, 2.6515, 2.8742, 0.0004, 0.0006, 0.0011
Si, 8.1594, 0.0374, 2.7157, -0.0006, 0, -0.0008
Si, 5.3884, 8.2087, 2.7354, 0, 0.0001, -0.0011
Si, 8.1962, 5.4252, 2.8034, -0.0004, 0.0001, -0.0018
Si, 1.3103, 4.0819, 4.069, -0.0002, 0.001, -0.0004
Si, 4.0725, 1.2941, 4.1583, -0.0017, 0.0006, 0.0003
Si, 1.3712, 9.5453, 4.0869, 0.0001, 0.0012, -0.0003
Si, 4.0509, 6.8015, 4.0736, 0.0003, 0.0002, -0.0006
Si, 6.8126, 4.0698, 4.1421, 0.0006, 0.0009, 0
Si, 9.5488, 1.3907, 4.0388, 0.0003, -0.0002, -0.001
Si, 6.7788, 9.5652, 4.0772, -0.0001, -0.0004, -0.0008
Si, 9.521, 6.8003, 4.1619, -0.0011, 0.0014, 0.0003
Si, 0.0045, 0.0267, 5.4254, 0.0002, -0.0009, -0.0007
Si, 2.7014, 2.7248, 5.4296, 0, 0.0009, -0.001
Si, -0.002, 5.4288, 5.4809, -0.0005, 0.0011, -0.0008
Si, 2.7068, 8.1598, 5.4487, -0.0009, 0.0017, -0.0015
Si, 5.4501, -0.0186, 5.5047, -0.0006, 0.0008, -0.0004
Si, 8.1904, 2.7081, 5.458, -0.0009, 0.0013, -0.0013
Si, 5.4299, 5.4564, 5.4482, 0.0002, 0.0002, -0.0008
Si, 8.1361, 8.1917, 5.4506, 0.0004, -0.0001, -0.0016
Si, 1.3579, 1.3734, 6.7962, 0.0001, 0.0008, -0.0008
Si, 4.0734, 4.0808, 6.8026, 0.0004, 0.0008, -0.0015
Si, 1.3647, 6.7927, 6.8209, -0.0002, 0.0009, -0.0015
Si, 4.077, 9.5022, 6.8159, 0, 0.0001, -0.0008
Si, 6.8246, 1.3586, 6.8276, 0, 0.0009, -0.0012
Si, 9.5255, 4.0744, 6.8233, -0.0001, 0.0008, -0.0009
Si, 6.7861, 6.8216, 6.8067, 0, 0.0004, -0.0007
Si, 9.5284, 9.5482, 6.7959, 0.0007, 0.0005, -0.0015
Si, 0.0121, 2.7234, 8.1613, 0.0004, 0.001, -0.0014
Si, 2.7222, 0.0042, 8.1407, 0.0006, 0.0011, -0.002
Si, -0.006, 8.162, 8.1552, -0.0001, 0.0003, -0.0019
Si, 2.7328, 5.4442, 8.184, -0.0003, 0.0009, -0.0005
Si, 5.4568, 2.7312, 8.1666, -0.0002, 0.0003, -0.0011
Si, 8.1804, 0.0059, 8.1883, -0.0006, 0.0007, -0.0008
Si, 5.4326, 8.1658, 8.1754, 0.0004, 0.0012, -0.0008
Si, 8.1601, 5.4534, 8.1483, 0, 0.0011, -0.0011
Si, 1.3529, 4.0834, 9.524, 0.0005, 0.0011, 0
Si, 4.0924, 1.3487, 9.5051, 0.0006, 0.0005, -0.0005
Si, 1.3835, 9.5149, 9.4915, -0.0007, 0.0008, -0.0005
Si, 4.0986, 6.809, 9.5412, -0.0001, 0.0005, -0.0002
Si, 6.818, 4.1065, 9.5227, -0.0001, 0.0006, -0.0001
Si, 9.5577, 1.3768, 9.5261, 0.0001, 0.0006, 0.0003
Si, 6.7983, 9.5215, 9.5208, 0.0001, 0.0001, 0.0007
Si, 9.5101, 6.805, 9.5194, -0.0001, 0.0009, 0.0003
Si, 0.0109, -0.0423, 10.8389, 0.0015, -0.0001, -0.0006
Si, 2.7308, 2.7153, 10.8477, -0.0001, 0.0004, -0.0002
Si, -0.0072, 5.4523, 10.8824, -0.0002, 0.0011, -0.0021
Si, 2.7491, 8.1877, 10.8866, 0.001, 0.0001, -0.0023
Si, 5.4496, -0.0056, 10.884, -0.0001, 0.0009, -0.0029
Si, 8.2183, 2.7744, 10.8705, -0.0013, 0.0005, -0.0017
Si, 5.4778, 5.4753, 10.8981, 0.0008, 0.0001, -0.0018
Si, 8.1222, 8.1394, 10.8829, -0.0004, 0.0003, -0.0025
Si, 1.3957, 1.2977, 12.1672, -0.0005, -0.0004, -0.0007
Si, 4.083, 4.1122, 12.1772, 0.001, 0.0001, -0.0005
Si, 1.3527, 6.838, 12.2019, -0.0004, -0.0009, -0.0003
Si, 4.1414, 9.4923, 12.2941, -0.0005, -0.0002, -0.001
Si, 6.8493, 1.3921, 12.1536, 0.0005, 0.0011, 0
Si, 9.5313, 4.1403, 12.3078, 0.0016, 0.0006, -0.0016
Si, 6.81, 6.8098, 12.3458, 0.0006, -0.0002, -0.0006
Si, 9.497, 9.504, 12.1762, 0.0001, -0.001, 0.0002
Si, 0.0386, 2.6551, 13.4856, 0.0019, 0.0006, 0.0015
Si, 2.7543, -0.0183, 13.5787, -0.0027, -0.0004, -0.0002
Si, -0.0649, 8.1457, 13.5447, 0.001, 0.0006, -0.002
Si, 2.7488, 5.5071, 13.5312, 0.0002, -0.0006, 0.0008
Si, 5.5259, 2.7994, 13.4555, 0.0002, 0.0002, -0.0028
Si, 8.1644, 0.0007, 13.5119, 0.0002, 0.0008, -0.0009
Si, 5.4799, 8.1613, 13.7757, 0.0008, 0.0001, 0.001
Si, 8.1898, 5.5183, 13.7725, -0.0002, 0.0011, 0.0015
Si, 1.5044, 3.9499, 14.7321, 0.0057, -0.0038, -0.0106
Si, 4.263, 1.3567, 14.7432, -0.0003, -0.0013, 0.0075
Si, 1.2767, 9.5191, 14.8455, 0.0031, 0, 0.0019
Si, 4.0325, 6.7724, 15.0855, 0.0009, -0.0011, 0.0029
Si, 6.7733, 4.0968, 15.0018, 0.0004, 0.001, 0.005
Si, 9.535, 1.3373, 14.8604, 0.0009, 0.0019, 0.0014
Si, 6.9392, 9.5797, 15.0627, -0.0026, -0.0018, 0.0046
Si, 9.4924, 6.9947, 15.168, -0.0017, -0.0021, 0.0025
Si, -0.315, -0.293, 16.1905, -0.0089, -0.0053, -0.0225
Si, 3.0998, 2.8651, 16.0006, 0.0025, -0.0029, -0.0151
Si, -0.0035, 5.8477, 16.6647, -0.0027, 0.0128, -0.0266
Si, 2.2916, 7.9319, 16.2116, -0.0006, -0.0053, -0.0209
Si, 5.7355, 0.3214, 16.2006, 0.0094, 0.0008, -0.0234
Si, 7.9667, 2.4688, 16.1883, -0.0024, -0.0024, -0.0213
Si, 5.1635, 5.1371, 16.4083, -0.0047, -0.0047, -0.0256
Si, 8.803, 8.9269, 16.4023, 0.0054, 0.0044, -0.0331
Si, 6.3436, 0.433, 20.4592, -0.0008, 0.0005, -0.0078
Si, 7.9696, 30.5, 19.5196, 0.0067, -0.0013, -0.0331
Si, -6.4116, 17.7373, 21.6546, 0.0016, -0.0075, 0.0056
Si, -3.1254, 7.9307, 29.3028, -0.003, 0.0007, 0.0291
Si, -1.0513, 11.3561, 35.2753, -0.0018, 0.0007, -0.0267
Si, -2.6377, 13.7382, 20.969, 0.0009, -0.0029, -0.0023
Si, -11.6967, 19.7911, 21.9697, 0.0009, -0.0065, 0.0031
Si, -21.2698, -6.6108, 27.7695, 0.0044, 0, 0.0246
Si, -16.1151, 9.5521, 22.9101, 0.0112, -0.0009, 0.0166
Si, -5.1926, -3.9747, 18.9025, -0.0008, -0.0103, -0.0223
Si, -8.3494, 14.6716, 34.9633, 0.0008, -0.0015, -0.0293
Si, 3.4236, 11.2905, 20.1797, -0.0015, -0.0009, -0.0147
Si, -2.4506, 5.2917, 27.9004, 0.0006, 0.0029, 0.0234
Si, -15.6545, 1.4723, 26.2091, 0.0024, 0.0008, 0.0306
Si, -21.7553, 12.0329, 27.5857, 0.0064, 0.0004, 0.0281
Si, -6.7593, 20.2731, 18.1535, 0.0017, 0.0018, -0.0311
Si, 2.8098, -2.4546, 32.338, -0.002, -0.0009, 0.0065
Si, -17.3733, 13.8423, 24.3807, 0.0015, -0.0025, 0.0254
Si, -20.1533, 9.351, 26.9452, -0.0033, -0.0002, 0.0318
Si, 1.2192, 12.4036, 18.1867, 0.003, -0.0054, -0.0307
Si, -18.6901, 20.8126, 24.5153, -0.0035, -0.003, 0.0192
Si, -15.3323, 15.4966, 22.8142, -0.0049, 0.0043, 0.0116
Si, -20.0324, 7.4953, 22.9477, 0.0009, 0.0015, 0.0134
Si, 4.38, 5.4188, 26.2069, 0.0029, 0.0006, 0.0223
Si, -11.4997, 12.0123, 22.715, 0.004, -0.0033, 0.0099
Si, 0.8128, 6.3214, 32.3867, -0.0006, 0.0035, 0.0009
Si, -25.3556, 5.993, 25.2628, -0.0013, -0.0016, 0.0276
Si, -20.2208, 6.5472, 25.8078, -0.0027, -0.0011, 0.0348
Si, -1.0354, 14.5942, 18.4808, -0.0062, 0.001, -0.0338
Si, -13.4687, 41.3885, 24.4706, -0.0059, -0.006, 0.0192
Si, 11.8905, 1.026, 30.3917, -0.0013, -0.0047, 0.0138
Si, -3.6937, -4.2891, 31.8771, -0.0031, 0.001, 0.0114
Si, -0.0406, 15.9209, 34.9813, 0.0004, 0.0038, -0.0278
Si, 7.1341, 9.7136, 35.7145, 0.0016, 0.0004, -0.0347
Si, 0.3227, 10.3169, 32.8728, 0.011, -0.0017, 0.0017
Si, -16.033, 23.6699, 30.5711, 0.0009, -0.0028, 0.0247
Si, -2.2967, 13.947, 34.9867, -0.0031, 0.0014, -0.0266
Si, -15.9065, 32.1469, 28.6747, 0.0007, 0.0014, 0.0256
Si, 9.5658, -2.6448, 31.5794, 0.004, -0.0094, 0.0028
Si, 5.913, 14.7111, 28.2063, 0, -0.0056, 0.0285
Si, -7.9363, 9.6513, 29.5601, 0.0007, -0.004, 0.0251
Si, -16.393, 8.0621, 33.8581, -0.0047, 0.0012, -0.0079
Si, 6.8638, 14.5872, 32.5003, -0.0009, 0.0024, 0.0026
Si, -1.9977, 11.4907, 25.4702, -0.0061, 0.0056, 0.025
Si, 3.9831, 14.166, 32.299, 0.0012, -0.0004, 0.0032
Si, 1.7168, 14.9993, 30.5357, 0.0012, 0.0133, 0.0179
Si, -18.0006, 28.2659, 35.9655, 0.0092, -0.0066, -0.0273
Si, 2.3515, 23.1114, 22.9242, -0.0041, 0.0028, 0.0124
O, -1.5561, 4.4909, -2.8528, -0.0018, 0.0016, 0.007
O, 4.6092, 6.6045, -17.8351, -0.002, 0.0044, 0.0053
O, 8.4427, 10.5448, -2.6028, -0.0014, -0.0022, 0.0095
O, 4.1902, 1.3046, -0.4447, 0.0001, -0.0025, 0.0096
O, -6.3639, 5.888, -0.6534, 0.0103, -0.0095, 0.0225
O, -18.6502, 8.6205, -7.1169, -0.001, 0.0077, -0.0138
O, 0.6252, 13.5604, -10.4899, 0.0001, -0.0023, -0.0073
O, 1.2689, 9.5401, -0.4474, 0.0005, -0.0003, 0.0124
O, 6.0584, -0.2746, -1.3616, -0.0124, 0.008, 0.0294
O, 10.3932, 0.5848, -1.1049, 0.0093, -0.0073, 0.0312
O, 6.9982, 2.5053, -6.4857, -0.0015, 0.0012, -0.0004
O, 0.3815, 5.4982, -1.4151, -0.0071, 0.0081, 0.0373
O, 9.4146, 6.8898, -0.3642, -0.0007, 0.001, 0.0132
O, -4.7254, 11.3575, -7.9494, 0.0008, -0.004, -0.0095
O, 7.5643, 8.4961, -1.2056, 0.0072, -0.0108, 0.0314
O, -11.9066, 9.5582, -5.4701, -0.0145, 0.0014, -0.0094
O, 11.3873, -17.2605, 15.9061, -0.0057, 0.0023, 0.015
O, -16.0311, 3.4016, 23.6179, 0.0027, 0.0016, -0.0095
O, -21.7495, -14.4015, 31.4479, 0.0011, -0.002, -0.0014
O, -7.9731, 6.7818, 22.0769, 0.0026, -0.0005, -0.0033
O, 1.2572, 6.8571, 16.917, 0.0013, -0.0017, 0.0119
O, -0.6194, 5.2325, 18.0564, -0.0026, -0.0118, 0.0199
O, -18.6258, 6.4737, 26.1919, 0.0021, -0.0013, -0.0078
O, 4.8054, 10.6625, 17.4315, -0.0135, -0.0135, 0.0214
O, 0.3048, 11.1772, 17.6215, 0.0145, 0.0145, 0.0297
O, -10.0979, 4.9276, 31.5796, 0.0026, -0.0045, -0.0049
O, 1.3092, 6.5106, 24.1864, -0.0002, 0.0028, -0.007
O, -6.0965, 12.5547, 25.2972, -0.0049, 0.0092, -0.0192
O, -1.6609, 2.1218, 22.0216, -0.0037, 0.0039, -0.0043
O, -3.4023, 27.1495, 23.7858, -0.0026, -0.0037, -0.0112
O, -5.1724, 16.9932, 25.5861, 0.0005, -0.0023, -0.0125
O, 8.6047, -2.1331, 18.0291, -0.0088, -0.004, 0.0491
O, -12.7765, 19.4895, 30.1104, -0.0035, 0.0043, -0.019
O, -11.9048, 15.5145, 28.2337, -0.0008, 0.0006, -0.0068
O, -5.7843, 19.1815, 22.0554, 0.0001, -0.0002, -0.004
O, 3.8842, 15.0551, 25.309, -0.0018, -0.0072, -0.0101
O, -15.718, 21.6956, 21.9716, 0.0021, 0.0001, -0.0036
O, 11.448, 18.8949, 21.9369, -0.0014, 0.0018, -0.0043
O, 4.0584, 25.7447, 16.7733, -0.0005, 0.0011, 0.0155
O, 13.1387, 1.995, 17.0642, -0.0111, -0.0038, 0.0196
O, -2.1103, 3.1273, 17.4261, 0.0166, 0.0083, 0.0247
O, -15.8187, 6.9967, 32.8042, 0.0033, -0.0022, -0.0001
O, -20.9695, -0.1181, 26.8939, 0.0029, -0.0013, -0.0094
O, 2.7945, 19.7857, 17.4174, 0.0106, 0.0085, 0.0241
O, -19.4248, 8.7992, 23.6486, 0.0024, -0.0011, -0.0054
O, 3.1, 5.3025, 35.104, 0.0013, 0.0051, 0.0108
O, -13.6749, -16.6949, 26.3307, -0.005, 0.0035, -0.0219
O, 5.3054, 5.6539, 22.3535, 0.0031, -0.001, -0.0119
O, -20.1268, 20.3207, 32.7997, -0.0034, 0.0033, -0.0026
O, 0.4413, 22.4347, 31.8483, 0.0068, 0.0092, -0.0035
O, -8.9445, 9.0084, 28.4834, -0.0021, -0.0019, -0.0197
O, 4.4696, 23.6492, 31.6028, 0.0002, 0.0001, -0.0048
O, 5.7968, 16.5844, 17.8287, 0.0056, 0.0123, 0.0287
O, -14.9074, 7.0786, 30.3623, 0.0034, -0.0002, -0.0128
O, -14.5187, -6.334, 28.7357, -0.001, -0.0018, -0.0142
O, -8.7247, 1.0695, 19.4222, 0.0078, -0.0017, 0.0019
O, -5.5748, 14.99, 32.6779, -0.0001, 0.0023, 0.0013
O, -7.9077, -1.2797, 26.0898, 0.0066, 0.0015, -0.0194
O, -4.0409, 12.2868, 16.7777, -0.001, 0.0005, 0.012
O, 1.5192, 15.5288, 29.0071, -0.0051, 0.0029, -0.0154
O, -26.3225, 24.6469, 26.9774, 0.0029, -0.0066, -0.0148
O, -16.8656, 1.039, 19.9475, 0.0015, -0.0022, 0.0089
O, -2.8887, 7.4339, 25.356, -0.0072, 0.0115, -0.0164
O, -30.3191, 11.0654, 30.0658, 0.0019, 0.0027, -0.005
O, -7.8445, 0.4629, 21.7438, -0.001, -0.0025, -0.0012
O, -3.8969, -0.8595, 19.6863, -0.0023, 0.0012, 0.0072
O, -3.9967, 9.1163, 28.64, -0.0003, 0.0025, -0.0072
O, -10.9471, 11.7113, 29.1777, -0.0054, -0.006, -0.0154
O, -18.5148, 2.6139, 23.2934, -0.0026, -0.0024, -0.0063
O, -27.7493, 18.1126, 35.131, -0.0063, -0.0032, 0.014
O, -7.2406, 9.7624, 19.6567, -0.0026, 0.006, 0.0094
O, -8.6019, 0.4081, 24.2383, -0.0001, 0.0009, -0.0098
O, -23.5345, 8.668, 20.6617, 0.0058, 0.0016, 0.0071
O, 7.1, 7.3401, 19.6006, 0, -0.0008, 0.0091
O, -1.4867, 19.285, 23.3408, -0.0013, -0.0008, -0.0086
O, -6.2746, 20.8928, 24.0404, 0.0036, -0.0042, -0.0094
O, -14.3935, -9.2359, 20.3144, -0.0006, 0.0014, 0.0033
O, -3.9051, 20.0351, 23.6924, 0.0022, 0.0029, -0.0134
O, -1.7656, 14.5772, 19.9093, -0.0017, 0.0001, 0.0098
O, -14.5094, 14.8418, 21.6079, 0.0003, 0.0003, -0.0031
O, -9.9344, 7.982, 26.3427, 0.0029, -0.0026, -0.0088
O, -5.6802, -2.6888, 18.0548, -0.004, -0.001, 0.015
O, -13.4056, 17.7677, 28.2347, 0.0027, -0.0057, -0.0228
O, -5.578, 13.8038, 29.3879, 0.0005, 0.0092, -0.0262
O, -1.013, 33.7222, 24.278, 0.0055, 0.0021, -0.017
O, -8.5703, 28.6813, 32.5887, -0.0023, -0.0044, -0.0024
O, -10.0305, 16.1397, 26.5109, 0.0055, 0.0061, -0.0129
O, -8.1613, 18.4982, 36.4862, -0.0101, 0.0163, 0.0289
O, -6.5221, 31.6257, 28.8399, 0.003, 0.0003, -0.0025
O, 2.687, 13.938, 36.392, 0.0079, -0.0114, 0.0395
O, -13.2984, 18.2947, 32.4093, -0.003, -0.0016, 0.005
O, -4.4236, 30.9273, 34.3549, 0.0056, 0.0046, 0.014
O, -1.4437, 12.0221, 26.8958, -0.0055, -0.0018, -0.0164
O, -4.9139, 22.0474, 27.273, 0.0024, 0.0063, -0.0168
O, -2.0713, 9.8767, 25.4733, 0.001, -0.003, -0.0109
O, 1.3122, 2.5769, 30.4935, 0.0004, -0.0011, -0.0078
O, -7.6794, 13.9046, 33.6985, -0.0042, 0.0041, 0.0077
O, 0.2613, 2.7433, 18.6018, 0.0021, 0.0015, 0.0068
O, -0.5725, 10.5159, 22.0655, 0.0014, -0.002, -0.0025
O, 0.1032, 17.0639, 33.8416, -0.0027, -0.0061, 0.0082
O, 0.97, 14.7267, 34.591, 0, -0.0017, 0.0082
O, -18.5783, 15.0548, 31.1891, -0.0023, 0.0003, -0.0049
O, -12.1676, 1.8924, 34.5519, 0, -0.0029, 0.0083
O, 0.1275, 21.5688, 34.4184, -0.0034, 0.0051, 0.01
O, 6.6235, 15.1389, 37.5968, 0.0004, 0.0006, 0.0053
O, -14.377, 14.0729, 33.9249, 0.0047, -0.0001, 0.0081
O, 8.0956, 13.4644, 36.4467, -0.0092, 0.0049, 0.0411
O, -3.4876, 1.1945, 25.2614, 0.0059, -0.0027, -0.0086
O, 7.5901, 15.9243, 31.9737, -0.0013, 0.0026, -0.0016
O, -6.101, 15.7693, 27.6914, -0.0011, 0.0027, -0.0151
O, -6.766, 8.8021, 33.1881, 0.0031, -0.0035, 0.0016
O, 0.8564, 23.5579, 22.534, -0.0002, -0.0009, -0.0027

Results
free energy: -161110.893 eV
free energy less fixed offsets of O -570.45, Si -639.56 eV per atom: -7.373 eV

The program warned: the cutoff lies below the one the program advises for these potential files; the forces do not sum to zero within the program's tolerance; empty levels may hold ghost states of the PAW files; the exchange-correlation potential is rough where the density is thin.
